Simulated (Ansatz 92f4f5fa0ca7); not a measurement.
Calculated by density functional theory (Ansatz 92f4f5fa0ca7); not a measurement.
Periodic cell of 224 atoms, Si133O90H1, from a study of silicon, its oxide and their interface. The atomic structure is a simulated model.

Settings: functional PBE; potential files Ansatz PAW; basis plane waves; wave-function cutoff 700 eV; density cutoff ratio 5; exchange-correlation grid ratio 1; k mesh 2 x 2 x 1, shifted by 0.5 0.5 0.5 of a step; self-consistency stop 5e-08 eV per atom in the density residual; occupations fixed; spin none; net charge +1 e, with a uniform compensating background and no finite-size correction.

Cell vectors (angstrom)
a 10.938 0 0
b 0 10.938 0
c 0 0 32.495

Atoms: element, x, y, z (angstrom)
Si 0.2791 -0.1766 25.0388
Si 5.1881 0.4877 25.0394
Si 2.8792 2.6554 25.1255
Si 7.925 2.9924 25.0212
Si -0.221 5.7716 25.0182
Si 5.7177 5.2572 25.0367
Si 2.5001 8.5158 24.9862
Si 8.4639 8.009 24.9379
Si 1.3742 1.3925 26.4068
Si 6.8092 1.4635 26.4157
Si 4.1158 4.1777 26.3993
Si 9.5594 4.147 26.2994
Si 1.359 6.9255 26.3406
Si 6.8763 6.8742 26.3007
Si 4.1206 9.6573 26.2661
Si 9.5789 9.6038 26.2966
Si 2.7504 0.0066 27.7234
Si 8.1916 0.0129 27.6843
Si -0.0363 2.7592 27.6967
Si 5.4299 2.7795 27.7713
Si 2.705 5.5218 27.7079
Si 8.1972 5.4872 27.7079
Si -0.0316 8.2391 27.7216
Si 5.4604 8.2283 27.651
Si 4.1018 1.3673 29.0768
Si 9.5708 1.3673 29.0768
Si 1.3673 4.1018 29.0768
Si 6.8362 4.1018 29.0768
Si 4.1018 6.8362 29.0768
Si 9.5708 6.8362 29.0768
Si 1.3673 9.5708 29.0768
Si 6.8362 9.5708 29.0768
Si 0 0 30.444
Si 5.469 0 30.444
Si 2.7345 2.7345 30.444
Si 8.2035 2.7345 30.444
Si 0 5.469 30.444
Si 5.469 5.469 30.444
Si 2.7345 8.2035 30.444
Si 8.2035 8.2035 30.444
Si 1.3673 1.3673 31.8113
Si 6.8362 1.3673 31.8113
Si 4.1018 4.1018 31.8113
Si 9.5708 4.1018 31.8113
Si 1.3673 6.8362 31.8113
Si 6.8362 6.8362 31.8113
Si 4.1018 9.5708 31.8113
Si 9.5708 9.5708 31.8113
Si 2.7345 0 0.6835
Si 8.2035 0 0.6835
Si 0 2.7345 0.6835
Si 5.469 2.7345 0.6835
Si 2.7345 5.469 0.6835
Si 8.2035 5.469 0.6835
Si 0 8.2035 0.6835
Si 5.469 8.2035 0.6835
Si 4.1018 1.3673 2.0507
Si 9.5708 1.3673 2.0507
Si 1.3673 4.1018 2.0507
Si 6.8362 4.1018 2.0507
Si 4.1018 6.8362 2.0507
Si 9.5708 6.8362 2.0507
Si 1.3673 9.5708 2.0507
Si 6.8362 9.5708 2.0507
Si 0 0 3.418
Si 5.469 0 3.418
Si 2.7345 2.7345 3.418
Si 8.2035 2.7345 3.418
Si 0 5.469 3.418
Si 5.469 5.469 3.418
Si 2.7345 8.2035 3.418
Si 8.2035 8.2035 3.418
Si 1.3927 1.3923 4.8403
Si 6.8452 1.3543 4.8096
Si 3.964 4.1298 4.8044
Si 9.5881 4.0713 4.8604
Si 1.346 6.8205 4.7925
Si 6.9347 6.7548 4.7699
Si 4.1535 9.4998 4.6676
Si 9.5374 9.6113 4.7847
Si 2.7759 -0.1952 6.0271
Si 8.1683 -0.0129 6.2378
Si -0.0412 2.6811 6.3198
Si 5.4065 2.7348 6.0952
Si 2.5135 5.3817 6.2643
Si 8.257 5.4373 6.2978
Si -0.059 8.1847 6.0846
Si 5.4725 8.1166 5.9642
Si 4.0971 1.1732 7.3118
Si 9.884 0.9428 7.605
Si 0.9572 4.2216 7.8479
Si 6.5119 4.3075 7.4348
Si 4.3028 6.5487 7.2138
Si 9.2524 7.2478 7.5147
Si 1.2399 9.6298 7.413
Si 6.888 9.315 7.3987
O 9.5895 6.8741 24.5289
O 3.9829 1.5383 24.6701
O 7.9725 8.1983 7.8406
O 3.0289 1.4275 8.5522
O 6.8043 4.1131 24.521
O 1.3595 9.6219 24.4935
O 5.4264 5.489 7.7892
O 0.171 -0.1302 7.76
O 6.8018 3.4972 8.8456
O 6.1742 9.8372 8.7843
O 9.8937 7.3393 9.039
O 1.864 9.1277 8.8564
O 5.5661 1.2074 9.5755
O 1.7703 3.5861 9.111
O 9.6123 1.2498 9.1813
O 3.8119 7.414 8.4905
O 7.872 8.593 23.5182
O 8.4796 2.2163 23.688
O 5.0353 5.9205 23.7033
O 2.2585 3.3027 23.7497
O 10.6113 0.6268 23.7446
O 0.4112 5.1835 23.6243
O 3.1771 7.8477 23.644
O 5.5043 14.1299 19.2537
Si 11.3915 2.4065 20.8736
Si 7.8331 9.4079 22.1035
Si 2.297 5.2273 13.598
Si 12.2509 7.4169 16.8913
Si -0.0577 -4.648 9.7689
Si 10.9287 8.9505 14.8205
Si -1.4061 -4.9537 17.7765
Si 1.6212 4.4704 22.8026
Si 4.6316 10.9645 17.0454
Si 6.8633 5.8965 16.3559
Si 5.7602 2.7937 9.9074
Si 2.7836 9.2626 18.7335
Si 7.8074 3.6449 11.7897
Si 9.0955 1.1114 10.7177
Si 9.0776 1.6182 15.9607
Si 2.6119 4.7272 16.6344
Si -3.8925 3.4668 14.6718
Si 6.2654 10.7559 10.1292
Si 16.0214 4.5289 18.4355
Si 4.9523 7.2182 19.9061
Si -1.5451 1.1884 22.8144
Si 2.1848 2.4064 12.6091
Si 5.4482 10.9881 22.0124
Si 0.1175 6.9957 12.7783
Si 13.8221 2.597 9.7033
Si 10.9373 3.2674 17.8522
Si 8.078 7.9929 19.4546
Si -6.3106 1.5155 14.4133
Si -2.2437 -1.2394 16.7856
Si 2.9021 7.9326 12.4153
Si -5.7906 1.6411 19.5375
Si -0.316 0.7019 13.354
Si 3.8878 6.6434 22.799
Si 2.7548 0.4339 20.7927
Si 13.5646 7.8241 9.4861
Si 6.2423 8.6884 15.4171
Si 5.1213 -1.1519 12.9381
O 6.3993 5.076 17.6712
O -0.5185 -4.5992 11.3771
O 6.6843 4.9993 15.0306
O 2.2115 10.0399 20.0382
O -0.2198 4.9764 8.7663
O 1.0121 3.8336 21.4375
O 1.5264 6.6335 9.6708
O -5.5878 0.2822 13.6478
O 14.188 6.4888 13.1291
O 8.5107 11.3125 16.8514
O 5.3741 9.7636 16.2602
O -1.4512 1.1534 14.4395
O 2.3415 4.0268 12.4921
O 5.9881 8.6934 13.7958
O 2.7241 4.5568 15.0105
O 6.3339 3.0252 11.4059
O 3.2547 1.8026 13.6327
O 14.8854 4.1408 17.337
O -3.0794 13.6384 15.857
O 0.7431 5.7535 13.6331
O 7.7956 9.0821 15.5866
O 0.318 2.4927 19.253
O 4.5707 5.699 19.4383
O 7.8403 5.1683 11.2373
O 10.8644 6.6446 17.1531
O 2.7558 5.5514 22.3787
O 9.0185 6.6952 19.1501
O 1.2799 8.0489 12.3182
O -5.4097 0.669 18.2657
O 7.7502 0.1924 10.6712
O 11.3172 -0.6534 13.955
O 4.2643 3.4508 9.7894
O 4.0409 8.3086 19.1182
O 8.4371 6.2183 16.5896
O 1.3495 3.9094 17.2235
O -0.8149 7.8953 13.7895
O 5.6252 2.7742 14.3335
O 2.5219 6.3296 16.909
O 9.8206 4.4239 18.1241
O 4.2835 1.1874 15.9637
O 3.4135 8.0265 10.8766
O 3.5759 -1.6934 13.1005
O 8.5411 10.8586 22.2799
O -2.9123 3.5206 13.3847
O 9.9552 2.0339 21.5433
O 8.5567 8.5887 20.8965
O -5.0293 1.1974 20.9243
O 5.5256 -0.9725 11.3586
O 1.3148 8.1656 15.4168
O 2.4538 1.8723 11.082
O 6.5092 7.5494 19.5481
O 1.5397 -2.5013 18.1246
O 1.4724 12.1639 21.3665
O 8.9314 2.6744 11.1249
O 3.2432 -0.5773 17.6238
O 8.3297 -1.8566 18.247
O 10.1859 -1.5702 16.2135
O -0.5699 2.2312 16.7335
O 0.737 1.9284 13.1393
O 6.2743 -1.3089 21.6378
O 15.5483 7.2745 21.4966
O 5.888 0.2879 23.5656
O -4.9663 7.2305 16.088
O 3.5368 1.4728 19.7945
O 3.8175 -0.0786 21.9381
O 10.0273 0.3836 11.8512
H 8.6065 5.7253 11.4826

Results
free energy: -135774.714 eV
free energy less fixed offsets of H -17.10, O -569.03, Si -635.61 eV per atom: -8.784 eV

Forces (eV/angstrom), in the order of the atoms: element, x, y, z
Si 0.0166 0.0457 -0.0218
Si 0.0402 -0.0595 0.0212
Si -0.1074 0.1059 -0.0252
Si -0.0156 0.0081 -0.0466
Si -0.0109 0.0137 -0.046
Si 0.0185 0.0142 -0.0507
Si 0.001 -0.0253 -0.0636
Si -0.0034 0.0047 -0.0644
Si -0.0743 0.0263 -0.0422
Si 0.0308 -0.0343 -0.0007
Si -0.04 0.0172 0.0025
Si 0.0119 -0.0348 -0.0137
Si 0.0287 -0.0451 -0.0187
Si -0.0409 0.0021 -0.0165
Si 0.043 -0.0107 -0.0331
Si -0.0385 -0.0023 0.0082
Si 0.0008 -0.0218 0.0646
Si 0.0107 0.0072 0.0105
Si -0.0058 0.0245 0.0167
Si 0.0259 0.0116 0.0208
Si -0.0043 0.0314 -0.0002
Si 0.015 0.0021 0.0256
Si 0.0086 0.0012 0.0215
Si -0.0042 0.0273 0.0151
Si -0.0729 -0.0166 0.3573
Si -0.109 0.035 -0.1119
Si -0.105 0.0796 -0.1688
Si 0.0728 0.2462 0.2485
Si 0.0553 0.2797 -0.1938
Si -0.0241 0.0293 0.0892
Si 0.0341 0.0723 0.0755
Si -0.0621 -0.0179 -0.2752
Si 0.0755 0.0059 -0.0294
Si 0.0147 0.0215 -0.0172
Si 0.0321 -0.0588 -0.0148
Si -0.0124 -0.0089 -0.0172
Si 0.0005 0.0268 -0.0032
Si 0.0956 0.0121 -0.0199
Si 0.0271 0.0119 -0.019
Si 0.0066 -0.0419 -0.0266
Si -0.0579 0.039 0.0159
Si -0.0008 0.0169 0.0209
Si -0.0473 0.0316 -0.0089
Si 0.0031 -0.0321 -0.0013
Si 0.0351 0.0323 0.0086
Si -0.0531 0.0258 0.0129
Si -0.033 -0.0144 -0.0002
Si -0.0156 0.0282 -0.0029
Si 0.0352 -0.0033 0.0004
Si 0.0034 -0.0823 0.0005
Si -0.0119 0.0241 -0.0071
Si 0.0257 -0.024 -0.0206
Si 0.0494 -0.0421 0.0103
Si 0.0004 0.0607 0.0046
Si -0.0048 -0.0448 -0.0232
Si 0.0336 0.016 -0.0012
Si 0.0136 0.0286 0.0358
Si 0.0991 0.1022 0.0313
Si -0.0971 -0.0398 -0.0061
Si -0.1245 -0.132 0.025
Si -0.128 0.008 -0.0269
Si -0.0073 0.0742 0.0081
Si -0.002 -0.0379 0.0287
Si -0.0237 -0.0101 -0.0032
Si 0.0198 0.1751 0.2511
Si 0.3215 0.1568 -0.2708
Si -0.2165 -0.1643 -0.1557
Si 0.0282 0.0934 0.3362
Si -0.1259 -0.2451 0.1884
Si -0.0547 -0.1495 0.3268
Si -0.3258 -0.4775 -0.3874
Si 0.1955 -0.0515 -0.1303
Si -0.0133 0.0948 -0.0058
Si -0.0097 0.014 -0.0351
Si -0.031 -0.1033 -0.0549
Si 0.0234 -0.0019 0.0028
Si 0.0024 -0.0335 -0.0798
Si -0.0032 0.014 -0.1262
Si 0.0305 0.0157 -0.0081
Si -0.0168 0.0034 -0.1791
Si -0.0105 -0.159 -0.0624
Si 0.0008 0.0439 0.0331
Si -0.0391 0.0264 0.0143
Si 0.0632 -0.0402 0.0085
Si -0.0083 0.0586 0.1144
Si -0.0139 -0.05 -0.0081
Si 0.1073 0.0087 0.1383
Si 0.0264 0.0681 0.0616
Si -0.8289 0.3222 0.1931
Si 0.109 0.0536 -0.0822
Si 0.1049 -0.2183 -0.1263
Si -0.0602 0.047 -0.0535
Si 0.0394 -0.0099 0.0046
Si 0.1756 -0.1228 -0.0503
Si -0.069 0.0477 0.0247
Si -0.3502 0.1742 -0.3142
O 0.0264 -0.0266 -0.0318
O 0.0287 -0.0597 -0.0908
O -0.0006 -0.0165 -0.0099
O 0.681 -0.1643 -0.5221
O 0.0248 -0.0147 -0.027
O 0.0421 -0.0136 -0.023
O 0.0185 -0.0399 0.0195
O 0.0331 -0.0902 -0.0163
O -0.0736 -0.2471 0.2058
O 0.0057 0.0789 0.2851
O 0.0621 -0.069 0.0885
O 0.0328 -0.0241 0.035
O -0.0464 -0.2801 0.1809
O 0.1029 -0.0658 0.0906
O -0.0697 0 0.0851
O -0.0328 0.0111 0.0042
O 0.023 -0.033 0.0592
O -0.0177 0.0386 0.0288
O 0.0044 -0.0087 0.0031
O 0.0095 -0.0174 0.0029
O 0.0045 -0.0222 -0.0083
O -0.0134 0.0144 0.0218
O -0.0225 0.0287 0.0387
O 0.0049 0.0126 -0.0033
Si 0.0249 -0.0295 0.0262
Si -0.0007 0.0219 -0.0114
Si 0.0423 -0.0241 -0.0094
Si 0.01 -0.0103 0.0074
Si 0.0116 0.0652 0.16
Si 0.0072 -0.0169 -0.0203
Si -0.0102 0.006 -0.0038
Si -0.0221 -0.0174 0.0215
Si -0.0429 0.0182 0.0489
Si 0.0271 -0.0065 -0.0017
Si 0.1924 1.2393 0.3602
Si 0.0268 0.0435 0.0295
Si 0.0657 0.0288 0.0292
Si 0.2124 0.0598 0.0923
Si 0.0421 -0.0029 0.0158
Si 0.0015 0.0072 -0.0145
Si -0.0238 0.0474 -0.0067
Si 0.2736 -0.6959 0.6043
Si -0.0009 -0.0011 0.0096
Si 0.0093 0.0019 -0.0137
Si -0.0119 0.0092 -0.0059
Si 0.0314 0.1048 0.0274
Si -0.0233 0.0013 -0.0383
Si 0.0006 0.0121 0.0305
Si -0.2978 -0.043 -0.1626
Si 0.0188 -0.0103 -0.0115
Si -0.0042 -0.0137 0.0212
Si 0.0022 0.0279 0.0522
Si -0.0304 0.0053 -0.0216
Si -0.0072 -0.0337 0.0135
Si -0.0238 -0.0097 0.0422
Si 0.0073 -0.0199 0.021
Si 0.003 0.0019 0.0422
Si -0.0096 0.0027 0.0138
Si 0.0054 0.0228 0.0367
Si 0.0297 0.0058 0.0231
Si -0.0256 -0.0461 0.081
O 0.0156 0.0209 -0.0177
O -0.019 -0.0384 -0.0887
O 0.0161 -0.0846 0.0049
O 0.0355 0.0196 -0.0199
O -0.121 0.109 -0.0705
O 0.0222 0.002 0.0266
O -0.0228 0.0081 0.0169
O 0.0481 -0.0911 -0.0391
O -0.024 0.0337 0.0062
O 0.0346 0.0005 -0.0184
O 0.0754 -0.0913 -0.0465
O 0.0207 -0.0022 -0.0033
O 0.0106 0.0092 0.007
O -0.0303 0.0501 -0.0273
O -0.0107 0.0157 0.011
O -0.1495 -0.1101 -0.3171
O 0.0461 -0.01 0.0022
O -0.0264 0.0173 -0.0136
O 0.0068 0.0029 -0.0066
O -0.0271 0.0565 -0.0119
O -0.0377 0.0111 0.0546
O -0.0112 0.0189 -0.0109
O -0.0004 0.0027 -0.0057
O 0.1872 0.1091 0.0499
O 0.0232 0.0031 0.019
O 0.0083 0.0112 -0.0134
O 0.0003 0.0185 -0.0371
O 0.0038 -0.0095 0.0345
O -0.0042 -0.0127 -0.0153
O -0.3042 -0.0128 -0.198
O -0.0183 0.0306 0.0214
O 0.4821 -0.2158 0.0659
O 0.0117 0.0005 0.0144
O -0.0137 -0.0075 0.0211
O 0.0157 0.0108 0.0202
O 0.0391 -0.0145 0.0155
O 0.062 0.0128 0.0209
O -0.0105 -0.0222 0.0117
O 0.0181 0.0052 -0.0039
O -0.0067 0.0122 -0.0332
O -0.0136 -0.0105 -0.0665
O 0.0631 0.0087 -0.007
O 0.0152 0.008 -0.0167
O -0.0386 -0.0039 -0.0796
O -0.0109 -0.0272 0.0335
O -0.02 0.0026 -0.0113
O -0.0221 -0.0362 0.0107
O 0.0686 0.2292 -0.2827
O -0.029 0.0111 0.0071
O 0.01 -0.068 -0.1125
O 0.0352 -0.0034 -0.0078
O -0.0352 -0.0524 -0.043
O -0.0003 0.0205 -0.029
O -0.0954 -0.0031 0.051
O 0.0133 0.0045 0.0152
O 0.011 0.0046 -0.0179
O 0.0156 0.0071 -0.0045
O -0.0534 -0.0118 0.0001
O -0.165 -0.0585 0.106
O 0.0074 0.0114 -0.0155
O -0.0185 -0.0181 0.0089
O 0.0173 -0.0087 -0.0027
O 0.0111 0.0444 0.0071
O 0.0176 -0.0171 0.014
O 0.0255 0.0143 -0.0263
O -0.0883 0.0508 -0.0679
H -0.1072 -0.1111 -0.0913

The program warned: the cutoff lies below the one the program advises for these potential files; the exchange-correlation potential is rough where the density is thin.
